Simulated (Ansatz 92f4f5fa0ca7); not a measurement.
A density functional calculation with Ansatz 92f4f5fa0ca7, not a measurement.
Periodic cell of 220 atoms, Si132O88, from a study of silicon, its oxide and their interface. The atomic structure is a simulated model.

Settings
functional: r2SCAN
potential files: Ansatz norm-conserving
basis: plane waves
wave-function cutoff: 1300 eV
density cutoff ratio: 4
exchange-correlation grid ratio: 1
k mesh: 2 x 2 x 1, shifted by 0.5 0.5 0.5 of a step
self-consistency stop: 5e-08 eV per atom in the density residual
occupations: Fermi-Dirac, 0.05 eV
spin: none
net charge: 0

Cell vectors (angstrom)
a  10.888  0  0
b  0  10.888  0
c  0  0  31.7199

Atoms: element, x, y, z (angstrom)
Si  0.0446  0.4765  -0.2729
Si  3.6668  2.1581  -0.0017
Si  -0.32  5.6777  0.0209
Si  2.9933  8.0576  0.166
Si  5.1482  0.2204  0.1285
Si  8.4575  2.5385  0.0916
Si  5.0868  5.665  0.0682
Si  8.3875  7.8967  0.0541
Si  1.6251  1.4692  1.1087
Si  4.1563  3.9989  1.4301
Si  1.3334  6.81  1.3007
Si  4.1276  9.5538  1.528
Si  6.8495  1.3316  1.3338
Si  9.5185  4.137  1.418
Si  6.7831  6.7359  1.2885
Si  9.5443  9.3073  1.4875
Si  0.1485  2.7459  2.5901
Si  2.6782  0.0339  2.7169
Si  0.0576  8.0684  2.8427
Si  2.6813  5.3842  2.6722
Si  5.5532  2.7039  2.7789
Si  8.2135  -0.0405  2.6938
Si  5.5319  8.1439  2.7422
Si  8.1119  5.4275  2.7545
Si  1.3725  4.068  4.0963
Si  4.097  1.3585  4.0664
Si  1.3724  9.5337  4.1122
Si  4.0871  6.7745  4.0266
Si  6.8367  4.0682  4.1606
Si  9.6158  1.3681  3.9796
Si  6.8612  9.516  4.1074
Si  9.5095  6.7514  4.127
Si  -0.0018  0.0066  5.4338
Si  2.754  2.7174  5.4427
Si  -0.0055  5.4034  5.4655
Si  2.7522  8.1568  5.4289
Si  5.4458  -0.0114  5.4327
Si  8.245  2.6967  5.4289
Si  5.4303  5.4402  5.4448
Si  8.1892  8.1575  5.4747
Si  1.3733  1.3562  6.7882
Si  4.0899  4.0835  6.8161
Si  1.3596  6.8049  6.7927
Si  4.0837  9.5296  6.8078
Si  6.8148  1.3649  6.7812
Si  9.5395  4.0661  6.8393
Si  6.792  6.8053  6.8022
Si  9.5305  9.5411  6.8116
Si  0.0269  2.7108  8.1631
Si  2.6975  -0.0099  8.1779
Si  -0.0159  8.1636  8.1659
Si  2.7197  5.4413  8.1581
Si  5.463  2.7384  8.1783
Si  8.1459  -0.0004  8.1573
Si  5.4407  8.1747  8.156
Si  8.1517  5.4491  8.1706
Si  1.3636  4.0842  9.5248
Si  4.0607  1.3801  9.517
Si  1.3091  9.52  9.5489
Si  4.0711  6.8234  9.5003
Si  6.8121  4.1143  9.5671
Si  9.5131  1.3746  9.4869
Si  6.7918  9.5231  9.5247
Si  9.4883  6.8259  9.5478
Si  -0.1  0.004  10.8813
Si  2.7043  2.7346  10.9133
Si  -0.0214  5.4391  10.8576
Si  2.6733  8.1258  10.8688
Si  5.4165  0.0022  10.8469
Si  8.215  2.74  10.8855
Si  5.4453  5.5293  10.8944
Si  8.1219  8.1892  10.9464
Si  1.2628  1.3455  12.2152
Si  4.0768  4.1784  12.2091
Si  1.2984  6.771  12.2489
Si  4.0189  9.5224  12.1686
Si  6.8134  1.3664  12.1619
Si  9.5866  4.0889  12.2819
Si  6.755  6.8738  12.3633
Si  9.4091  9.6069  12.3242
Si  0.0219  2.6838  13.7029
Si  2.6285  -0.0322  13.5082
Si  -0.0392  8.2285  13.5507
Si  2.6659  5.4153  13.6419
Si  5.5101  2.806  13.4391
Si  7.9815  0.0576  13.7333
Si  5.3005  8.2793  13.6859
Si  8.1987  5.4518  13.6164
Si  1.794  3.6539  14.99
Si  4.045  1.4481  14.5882
Si  1.5264  9.3073  14.9289
Si  3.7098  7.0581  14.9451
Si  7.0396  3.8636  14.8882
Si  9.2166  1.6149  14.9862
Si  6.1403  10.0663  15.0386
Si  9.4999  6.9193  14.9049
Si  29.4099  -11.3299  21.2097
Si  -2.7091  -1.0616  27.1106
Si  4.3767  15.7392  26.6117
Si  21.2309  13.6805  24.8039
Si  13.3227  0.7828  27.411
Si  9.5369  5.728  20.9719
Si  -1.1493  14.4239  19.018
Si  11.6481  19.9001  23.685
Si  -13.5877  12.8581  29.0673
Si  0.7472  11.1974  20.0156
Si  5.2666  2.5876  21.6168
Si  13.5372  -1.5491  29.0387
Si  4.2198  14.9923  29.4823
Si  0.2658  22.1175  17.0751
Si  10.0523  0.6005  22.527
Si  4.7579  -0.4507  22.1891
Si  -9.666  15.9439  29.2448
Si  9.5782  7.606  25.6197
Si  -7.2236  18.6072  26.8438
Si  13.2049  19.6427  21.2049
Si  7.1277  23.7663  19.5602
Si  16.4327  -16.1123  17.0554
Si  19.913  19.0975  19.5827
Si  -4.735  3.5897  24.3626
Si  -6.2829  25.2539  18.9697
Si  -0.3215  0.4046  28.4151
Si  -9.979  7.5545  27.6819
Si  -10.0495  17.8784  19.562
Si  -3.1808  1.8421  26.2442
Si  12.622  36.1812  26.7938
Si  12.6776  -19.461  18.4798
Si  11.0885  16.1714  17.1091
Si  -3.4521  -13.61  16.9655
Si  -3.8794  20.8703  29.7271
Si  14.2772  -0.8556  25.001
Si  8.8236  16.1089  23.9039
O  0.3542  0.1978  -1.8405
O  -1.4855  -6.6751  -11.2731
O  11.1882  -6.1522  -1.1838
O  -7.6061  11.1918  -5.5955
O  -1.4168  6.7866  -0.5397
O  -3.0724  8.8691  -1.1336
O  16.1298  3.1946  -8.6211
O  -8.2828  13.2588  -4.1809
O  11.2874  3.0306  -12.751
O  16.1856  4.4743  -6.346
O  14.9658  30.4954  -6.0684
O  -11.7116  26.0098  -7.5647
O  4.054  6.8935  -0.2827
O  8.0207  13.9122  -1.4289
O  -2.444  7.8347  15.7454
O  7.2647  0.4029  19.8628
O  2.599  -2.717  15.4405
O  3.7852  9.3824  21.4233
O  -0.3301  17.1294  15.9386
O  -0.2334  1.0205  21.0799
O  10.6193  -2.7369  19.2631
O  21.5645  18.9324  24.5235
O  18.3249  4.4171  23.8718
O  1.3345  -0.9917  20.6848
O  3.0443  13.4887  15.2814
O  11.688  15.0964  27.9322
O  9.7622  4.6098  17.7854
O  33.5166  -7.9784  25.5995
O  3.1616  3.1372  18.3009
O  1.2228  9.0182  28.302
O  -12.1362  12.3264  31.5605
O  8.2552  -2.2462  18.2498
O  1.2086  15.0933  16.4268
O  15.4874  -15.3482  26.8539
O  -10.0633  9.9513  16.2586
O  -2.4323  0.4322  22.3105
O  10.8227  0.0022  18.628
O  2.9628  10.9012  28.7441
O  -8.0599  15.446  26.2306
O  19.34  8.6949  26.0037
O  31.3242  21.0117  27.9415
O  17.1595  -6.3476  16.1477
O  20.6075  12.6735  28.5664
O  -0.2067  20.9859  23.0127
O  34.5102  20.6348  24.6209
O  8.1307  13.654  15.4512
O  -13.1627  -1.6497  20.7559
O  -15.2509  -1.4764  16.4851
O  9.1489  13.3026  25.8127
O  17.8949  -1.4412  28.1878
O  1.6335  29.9844  22.5751
O  0.9899  17.5044  28.9798
O  -6.2116  22.848  21.6292
O  1.4256  12.3709  17.1237
O  -4.6091  -11.8459  21.9385
O  15.2819  14.3763  20.5817
O  28.3544  17.7491  17.3665
O  9.0597  16.8144  22.482
O  8.5126  13.3718  18.8569
O  -0.5081  18.2016  26.9921
O  3.7765  -2.4476  28.2951
O  21.9891  17.0007  20.7727
O  6.6058  24.0373  25.1576
O  3.9266  2.6545  30.1566
O  -11.1913  9.9252  32.0803
O  -9.8448  6.1043  18.2218
O  9.8364  0.9278  16.3398
O  -2.261  17.5968  20.0513
O  -6.6028  6.315  16.2789
O  2.0294  1.2348  19.6624
O  7.7298  0.2383  26.2821
O  -5.0731  13.2869  18.6522
O  -6.1196  4.0524  27.9686
O  5.3292  4.9273  30.3455
O  -12.9881  28.0962  25.0786
O  6.7952  13.5242  21.0291
O  2.5551  8.95  30.59
O  -14.0433  22.3161  29.6882
O  2.2562  -3.2974  20.0705
O  -5.8358  0.3796  15.4043
O  -16.197  -11.4761  30.4456
O  0.8248  22.3403  27.2915
O  -5.8358  4.93  18.4055
O  2.1089  29.0462  26.6307
O  10.4235  12.5968  23.6238
O  -8.0941  4.8738  29.5425
O  15.1894  10.4704  23.7462
O  -3.5382  13.2727  27.7448

Results
free energy: -56406.755 eV
free energy less fixed offsets of O -463.61, Si -117.95 eV per atom: -39.675 eV
pressure: 0.16 GPa
stress xx, yy, zz, yz, xz, xy (GPa, positive in tension): 0.41, -0.85, -0.03, 0.38, -0.66, -0.43

Forces (eV/angstrom), in the order of the atoms: element, x, y, z
Si  0.057  -0.0455  0.0456
Si  -0.1173  -0.0053  0.0952
Si  -0.0315  0.004  0.0892
Si  0.0177  0.0006  0.08
Si  0.0295  -0.0152  0.0372
Si  0.0195  0.0134  0.1277
Si  -0.0611  0.0096  0.1391
Si  -0.0112  -0.0179  0.0914
Si  0.0846  0.0389  0.0296
Si  -0.0146  0.0137  -0.0785
Si  0.0012  -0.012  0.0114
Si  0.0292  -0.0286  0.0009
Si  -0.039  -0.0235  0.0168
Si  -0.0273  0.0486  0.0082
Si  0.0235  0.0257  -0.0291
Si  0.0216  -0.0126  -0.0673
Si  -0.0026  -0.0417  0.016
Si  -0.0098  0.0162  -0.0251
Si  -0.0017  0.0254  -0.0326
Si  -0.0079  0.0012  -0.0053
Si  0.0125  0.0004  -0.024
Si  0.0232  0.0164  -0.0118
Si  -0.0162  0.0025  0.0093
Si  0.0114  -0.007  -0.0056
Si  -0.0245  0.0174  0.0025
Si  -0.0179  0.0144  0.0114
Si  -0.0057  -0.0054  -0.0079
Si  0.0092  -0.0292  -0.0044
Si  0.024  -0.0056  0.0027
Si  0.0276  0.0196  0.0054
Si  0.0043  -0.0139  -0.0151
Si  -0.0077  0.0055  0.0273
Si  0.007  0.0177  -0.0035
Si  0.0174  -0.0174  0.0172
Si  -0.0017  -0.0046  0.0045
Si  0.0086  -0.0098  -0.003
Si  -0.0063  0.0436  -0.0048
Si  0.0108  -0.0038  -0.0025
Si  -0.0227  -0.0075  0
Si  0.0036  -0.006  -0.0057
Si  -0.0031  0.0026  0.0074
Si  -0.0071  0.0118  0.0006
Si  -0.0259  0.0036  -0.0018
Si  0.0091  -0.0232  -0.0042
Si  0.0144  -0.0048  0.0004
Si  0.0003  0.0071  -0.003
Si  0.0038  -0.0035  0.0024
Si  -0.0144  -0.0113  0.0018
Si  -0.002  -0.0056  0.003
Si  -0.0072  0.0146  0.0031
Si  0.0076  0.0054  0.0026
Si  0.0151  -0.0057  -0.0023
Si  -0.0006  0.0006  -0.0009
Si  0.0055  -0.0012  0.0004
Si  0.006  -0.0055  0.0044
Si  0.0029  -0.0074  0.0052
Si  -0.0013  -0.0069  0.0022
Si  0.0028  -0.0141  -0.0103
Si  -0.0036  -0.01  -0.0094
Si  -0.0137  0.0097  0.0045
Si  0.0081  0.0088  -0.0059
Si  0.003  0.0145  -0.0032
Si  -0.005  0.0103  0.0072
Si  -0.0149  0.0014  -0.0064
Si  -0.0125  -0.009  -0.0122
Si  -0.0093  0.0102  0.0056
Si  0.0064  -0.0121  -0.0037
Si  -0.0038  0.0146  -0.0007
Si  0.0172  -0.0158  0.0093
Si  -0.0008  -0.0148  -0.0103
Si  -0.0021  0.0013  -0.0016
Si  -0.01  0.0072  -0.0034
Si  0.0048  -0.0047  -0.0075
Si  0.0144  -0.0077  0.0099
Si  0.0033  0.0188  -0.0208
Si  -0.0188  -0.0034  -0.003
Si  -0.0121  0.0147  -0.0257
Si  -0.0111  0.0034  0.002
Si  -0.0097  -0.009  -0.0111
Si  0.0169  0.0183  -0.0115
Si  0.0137  0.0157  -0.0085
Si  0.0022  -0.0121  0.0028
Si  0.0078  -0.0161  0.01
Si  -0.0107  -0.0012  -0.0358
Si  -0.0001  -0.0284  0.0146
Si  0.0106  -0.0131  -0.0104
Si  0.0156  -0.0151  -0.0036
Si  0.0107  0.0105  0.0124
Si  0.0067  -0.0318  -0.1404
Si  0.0104  0.0084  -0.0073
Si  0.0236  -0.0075  -0.1026
Si  0.0131  0.0495  -0.0803
Si  0.0004  -0.0236  -0.0899
Si  -0.0419  0.0082  -0.0796
Si  -0.0178  0.0227  -0.163
Si  -0.0133  0.0061  -0.0706
Si  0.0191  0.0168  -0.0874
Si  0.0009  0.0166  0.1704
Si  -0.0209  -0.0187  0.179
Si  0.0128  0.0073  0.1132
Si  -0.0409  -0.0114  0.2076
Si  0.0091  -0.0442  -0.0867
Si  0.0333  0.0268  -0.1316
Si  0.0043  -0.0392  0.0527
Si  0.0379  0.0003  0.1549
Si  0.0071  0.0311  -0.1879
Si  -0.002  0.0511  -0.0821
Si  -0.0084  0.0152  0.2341
Si  0.0432  -0.0331  0.1689
Si  -0.0018  -0.0011  -0.2029
Si  0.0158  0.046  -0.0393
Si  -0.0031  0.0166  0.0111
Si  -0.0436  0.0094  0.1901
Si  -0.0032  0.0368  0.1338
Si  -0.0297  -0.0173  0.1585
Si  -0.052  -0.0035  -0.0713
Si  0.0105  0.065  -0.1416
Si  0.0181  0.0133  -0.1824
Si  0.0299  -0.0026  -0.1873
Si  -0.0172  0.0038  0.0918
Si  -0.0069  0.0573  -0.164
Si  -0.0071  0.0113  0.1959
Si  0.0429  0.0138  0.1429
Si  -0.0392  -0.0503  -0.1891
Si  -0.0057  -0.0573  0.1802
Si  0.0131  0.022  0.1304
Si  -0.0243  -0.0035  -0.1662
Si  0.0408  -0.0358  -0.2089
Si  -0.028  -0.0274  -0.1996
Si  -0.0294  -0.0097  0.1715
Si  0.0312  0.011  0.1214
Si  0.0126  0.0293  0.0114
O  -0.0104  -0.0354  -0.1642
O  -0.023  0.0309  0.0655
O  0.0699  -0.0165  -0.1133
O  0.0256  -0.0301  -0.0964
O  0.0111  0.0015  -0.0283
O  -0.043  0.0118  -0.0733
O  -0.0084  -0.0016  -0.0177
O  0.003  0.007  -0.0538
O  -0.0266  0.0143  0.0617
O  0.058  -0.0234  -0.084
O  -0.0007  0.0481  -0.0857
O  0.003  0.0062  -0.0344
O  0.0243  -0.0122  -0.0192
O  -0.0009  -0.0332  -0.1275
O  -0.0506  0.0429  0.0786
O  0.0035  -0.041  0.053
O  -0.0053  -0.0015  0.0403
O  0.0266  -0.0042  0.0066
O  0.0283  -0.0319  0.1075
O  -0.0316  -0.0144  0.0741
O  -0.0038  0.006  0.0685
O  0.0326  0.0307  -0.0532
O  0.0005  0.0027  -0.0116
O  0.0344  -0.0445  0.0595
O  -0.0184  0.0254  0.0454
O  0.0161  -0.0373  -0.1137
O  -0.0201  -0.0209  0.0846
O  -0.0339  -0.0118  -0.0586
O  -0.0014  -0.0206  0.0601
O  -0.0287  -0.0157  -0.0851
O  -0.039  -0.0065  -0.0119
O  0.05  0.0017  0.1491
O  -0.0319  0.0371  0.177
O  0.0014  -0.0022  -0.0417
O  -0.0398  0.0659  0.14
O  -0.0121  -0.0039  0.0239
O  0.011  -0.0206  0.1649
O  0.001  0.0299  -0.0972
O  0.006  -0.0015  -0.0444
O  0.0117  -0.0318  -0.058
O  -0.0472  -0.0496  -0.0848
O  -0.058  0.0271  0.1261
O  -0.0113  0.0085  -0.0754
O  0.006  -0.0035  -0.0064
O  -0.0238  -0.004  -0.0338
O  0.0254  0.0033  0.0494
O  -0.015  0.0382  0.0656
O  0.0259  -0.0106  0.1171
O  0.0348  0.0267  -0.0534
O  0.0331  -0.0099  -0.1171
O  0.0035  -0.0061  0.0102
O  -0.0041  0.0311  -0.0629
O  -0.0129  -0.0227  0.0221
O  0.0236  0.015  0.0689
O  -0.0068  -0.0006  0.0062
O  0.0109  -0.0325  0.0934
O  -0.012  0.0173  0.0659
O  -0.0111  -0.0083  0.0238
O  -0.0259  -0.0149  0.0565
O  -0.0379  0.0049  -0.0779
O  0.014  -0.0354  -0.0989
O  -0.0106  -0.0051  0.0441
O  -0.0192  0.0181  -0.0548
O  0.0245  0.0057  -0.1133
O  -0.0178  0.0339  0.0502
O  0.0192  0.0519  0.1291
O  0.0446  -0.0341  0.1086
O  0  -0.0114  0.0547
O  0.0376  -0.044  0.1141
O  -0.002  -0.0337  0.0622
O  0.0002  0.041  -0.0737
O  0.0141  -0.0286  0.0862
O  0.0034  0.0242  -0.146
O  -0.0014  -0.0282  -0.0944
O  -0.0145  -0.042  -0.0447
O  -0.0211  -0.0317  0.0461
O  0.0079  0.0798  -0.1457
O  -0.0188  0.02  -0.0679
O  0.0314  0.0573  0.0764
O  0.0217  -0.0255  0.0626
O  0.0168  -0.0184  -0.1021
O  0.046  0.0039  -0.0867
O  -0.0156  -0.0367  0.0977
O  0.0189  -0.0068  -0.0669
O  -0.0076  -0.0296  -0.0263
O  -0.037  -0.0055  -0.039
O  0.0035  0.0016  -0.0405
O  -0.0389  0.018  -0.1181

The program warned: the forces do not sum to zero within the program's tolerance.
